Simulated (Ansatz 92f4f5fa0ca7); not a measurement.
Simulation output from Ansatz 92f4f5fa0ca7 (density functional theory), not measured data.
Periodic cell of 220 atoms, Si132O88, from a study of silicon, its oxide and their interface. The atomic structure is a simulated model.
This geometry differs little from another in the collection (a relaxation step or a small displacement).

Settings: functional r2SCAN; potential files Ansatz PAW; basis plane waves; wave-function cutoff 800 eV; density cutoff ratio 5; exchange-correlation grid ratio 1; k mesh 1 x 1 x 1, shifted by 0.5 0.5 0 of a step; self-consistency stop 1e-10 eV per atom in the density residual; occupations fixed; spin none; net charge 0.

Cell vectors (angstrom)
a 10.88 0 0
b 0 10.88 0
c 0 0 32.1344

Atoms and the computed forces on them: element, x, y, z (angstrom), force x, y, z (eV/angstrom)
Si 0.4157 -0.0245 -0.0637 0.0048 -0.0013 0.0005
Si 2.4018 2.8951 0.0393 0.0025 -0.0003 0
Si 0.2923 5.1889 -0.1116 -0.0024 0.0024 0.002
Si 2.2948 9.2386 -0.359 0.0011 0.0033 0.0032
Si 5.8152 -0.1176 -0.0003 0.001 -0.0046 0.004
Si 7.9035 2.7119 -0.0645 -0.0004 -0.0042 0.0059
Si 5.8166 5.0875 -0.0636 -0.0052 -0.0027 0.0029
Si 7.9866 8.4737 -0.099 0.002 0.0021 0.0085
Si 1.3348 1.4353 1.4892 -0.0003 0.0001 -0.0006
Si 4.1185 4.0483 1.1979 0.0023 -0.0005 -0.0003
Si 1.3258 6.7597 1.2491 0.0005 -0.0007 0.0012
Si 4.0703 9.7049 1.1565 0.0011 0.0013 -0.0016
Si 6.8453 1.3441 1.4544 0.0006 -0.0014 -0.0007
Si 9.5161 4.019 1.1006 -0.0004 0.0014 -0.0032
Si 6.858 6.8111 1.1872 -0.002 0.0034 -0.0011
Si 9.6186 9.6272 1.1577 -0.0015 -0.0004 -0.0011
Si -0.0971 2.778 2.6768 0.0009 -0.0051 0.0004
Si 2.8038 0.0841 2.6932 -0.0005 -0.0014 -0.0001
Si 0.0004 8.1782 2.5734 -0.0005 -0.0009 0.0005
Si 2.7974 5.4753 2.5646 -0.0001 0.0008 0.0013
Si 5.4056 2.7163 2.6686 -0.0003 -0.001 0.0002
Si 8.2731 -0.0035 2.6688 -0.0012 -0.0022 0
Si 5.3805 8.1588 2.4829 0.0006 0.0004 -0.0017
Si 8.2299 5.4503 2.5338 0.0012 -0.0011 0.0002
Si 1.3703 4.1299 3.9243 -0.0009 0.0008 0.0005
Si 4.106 1.3972 4.0817 0.0009 0.0002 -0.0003
Si 1.397 9.5253 3.9373 0.0009 -0.0004 0.0001
Si 4.1077 6.8224 3.9473 -0.0013 -0.0026 -0.0008
Si 6.8313 4.1102 3.9231 -0.0001 -0.0011 0.0005
Si 9.5214 1.3826 4.0572 0.0001 -0.0004 -0.0009
Si 6.7958 9.4922 3.887 0.001 -0.0008 -0.0011
Si 9.5432 6.8064 3.9458 0.0004 -0.0004 0.0001
Si 0.0353 -0.0025 5.3216 -0.0002 0.0001 -0.0009
Si 2.695 2.7628 5.3384 0 -0.0014 0.0004
Si 0.029 5.4634 5.3133 0.0007 -0.001 0.0003
Si 2.7294 8.1523 5.3155 0.0009 -0.0001 -0.0005
Si 5.4795 -0.0269 5.3233 -0.0004 -0.0008 0.0004
Si 8.1333 2.7358 5.3497 0.0005 -0.0007 -0.0001
Si 5.4644 5.4563 5.2932 0.0004 0.0011 0
Si 8.1477 8.1477 5.2847 0.0002 -0.0004 0.0004
Si 1.3649 1.3613 6.6783 0.0002 -0.0004 -0.0007
Si 4.0964 4.0959 6.6664 0.0002 -0.0001 -0.0004
Si 1.3841 6.7889 6.6904 0.0002 -0.0005 0.0005
Si 4.0949 9.5073 6.6739 0 -0.0002 0.0003
Si 6.802 1.3409 6.6978 0.0003 0 0
Si 9.5339 4.0939 6.6653 -0.0002 -0.0008 -0.0005
Si 6.7975 6.8053 6.6625 0.0001 -0.0009 -0.0006
Si 9.5275 9.5094 6.6497 0.0008 -0.0001 -0.0005
Si -0.0001 2.7093 8.0223 0.0001 0.0004 -0.0013
Si 2.7149 -0.0132 8.0125 0 0.0005 -0.0005
Si -0.0016 8.1402 8.0167 -0.0002 -0.0006 -0.0001
Si 2.7505 5.429 8.0526 0.0007 -0.0008 0
Si 5.4197 2.6946 8.0305 0 -0.001 0.0005
Si 8.1659 -0.0284 8.036 0.001 0.0001 -0.0006
Si 5.4484 8.1507 8.045 0.0003 -0.0002 -0.0003
Si 8.1385 5.4349 8.0028 0.0001 0.0003 -0.0002
Si 1.3879 4.0344 9.383 0.0004 -0.0005 -0.0001
Si 4.058 1.3242 9.3813 -0.0008 -0.0015 0.0001
Si 1.3762 9.4861 9.3717 0.0006 0.0004 -0.0001
Si 4.1109 6.7846 9.4173 0.001 -0.0002 -0.0006
Si 6.794 4.06 9.367 0.0001 -0.0002 -0.0006
Si 9.5122 1.3513 9.3703 0.0005 0.0001 -0.0014
Si 6.807 9.497 9.4232 -0.0007 -0.0003 -0.0002
Si 9.4699 6.8029 9.3508 0 -0.0008 0.0005
Si -0.0355 -0.0555 10.6843 -0.0001 0.0001 -0.0013
Si 2.7305 2.6564 10.7788 0.001 0.0003 -0.0011
Si -0.0492 5.409 10.6213 -0.0006 -0.0004 -0.0015
Si 2.755 8.1504 10.767 -0.0005 -0.0001 0.001
Si 5.4015 -0.0303 10.748 0.0005 0.0008 0.0002
Si 8.1404 2.6996 10.7288 0.0002 -0.0023 -0.0006
Si 5.4724 5.4098 10.7693 -0.0012 -0.0005 0.0008
Si 8.1433 8.1165 10.8083 0.0008 -0.0009 -0.0008
Si 1.3419 1.2103 12.0503 -0.0006 -0.0008 0.0002
Si 4.0973 4.0643 12.1131 -0.0001 -0.0015 -0.0022
Si 1.2449 6.7927 11.9472 -0.0006 -0.0001 0.0002
Si 4.1587 9.4557 12.1951 -0.0021 -0.0006 0.0007
Si 6.7311 1.366 12.069 -0.0013 -0.0006 -0.0009
Si 9.5338 4.0702 12.037 0.0019 0.0008 -0.0014
Si 6.844 6.7056 12.2086 0.0007 0.0003 0.0008
Si 9.4901 9.5411 12.1228 -0.0005 -0.0002 0.0001
Si -0.0309 2.6227 13.3017 -0.0001 -0.0022 0.0007
Si 2.6893 -0.1147 13.4812 0.0004 -0.0018 0.0005
Si 0.0025 8.147 13.4038 -0.0001 0.0011 -0.0005
Si 2.5338 5.4104 13.2595 -0.0001 0.0025 -0.0023
Si 5.523 2.7727 13.5349 -0.001 -0.0006 0.0001
Si 8.1011 0.0687 13.4317 0.0045 -0.0007 -0.0038
Si 5.4618 7.9984 13.6203 -0.0003 -0.0022 0.0007
Si 8.3131 5.3928 13.5611 0.0001 0.0013 0.0006
Si 1.4919 3.774 14.5596 0.001 -0.0007 0
Si 3.8206 1.5872 14.5947 0.0049 0.0016 0.0002
Si 1.5984 9.0939 14.8281 0.002 -0.002 -0.0051
Si 3.7438 6.7942 14.6133 0.0005 0.0024 -0.0051
Si 7.1688 3.8768 14.9234 -0.0066 -0.0006 -0.0015
Si 9.2676 1.6067 14.6625 0.0024 -0.0018 -0.006
Si 6.9433 8.7761 15.35 0.0003 -0.0048 -0.0046
Si 9.5372 6.9512 14.8943 -0.0031 0 -0.0035
Si 2.8681 12.1516 17.1928 -0.0023 0.0031 -0.0022
Si 5.9868 12.2195 23.6061 0.0021 -0.0001 0.0011
Si 6.6027 9.5357 18.3648 -0.0001 -0.0021 -0.0059
Si 11.7239 6.2088 19.6572 0.0069 0.0008 -0.0083
Si 4.1467 3.4855 18.3881 -0.0059 -0.0021 0.0066
Si 0.744 -5.3779 16.8673 0.0045 -0.0006 -0.0016
Si 3.5954 10.9104 22.3238 0.0033 -0.0001 -0.007
Si 7.2484 8.7228 26.153 -0.0006 -0.004 0.0057
Si 3.2534 6.054 18.4056 -0.0022 0.0049 -0.0022
Si 9.8741 -2.6682 20.8159 0.0022 0 -0.0074
Si 16.073 5.0622 16.8664 0.0018 0.0055 -0.0113
Si 2.6477 8.0905 23.4925 0 -0.0012 -0.0001
Si -0.0967 20.7174 28.3563 0.0012 -0.0006 0.0055
Si 4.5717 8.176 27.4028 -0.0003 -0.0007 0.0059
Si 15.3912 0.6817 19.3736 -0.0024 0.0058 -0.0066
Si 8.0512 11.4323 21.6646 0.0004 -0.002 -0.0052
Si 11.0342 10.9498 16.7434 0.0052 0.0006 -0.0054
Si -8.1068 -0.8593 28.8253 0.0018 0.0009 0.0027
Si 1.9761 2.4524 23.4366 0.0021 -0.0011 0
Si 9.9199 17.8096 23.5387 0.0016 0.0028 -0.0024
Si 17.867 8.4753 21.0047 0.0017 0.0015 -0.006
Si -6.3127 6.3386 24.9653 0.0009 0.0021 0.002
Si 5.2043 14.3866 28.126 0.0033 0 0.0069
Si -2.8115 11.5873 25.8647 -0.0016 0.0015 0.0047
Si 5.5415 17.0221 29.2187 0.0005 -0.0007 0.0021
Si 9.9664 7.269 29.8819 0.0001 -0.0018 0.0033
Si 4.1061 12.3302 30.0521 0.0026 0.0016 0.0017
Si -3.9231 7.2164 23.6341 -0.0017 0.0014 -0.0007
Si 0.2962 19.8452 25.2543 -0.0014 0.0003 0.0045
Si 8.1764 3.1219 27.8839 -0.0011 0.0009 0.0037
Si 4.2417 3.2885 25.1321 0.0036 -0.0002 0.0041
Si 9.3238 10.6624 19.3039 0.0011 -0.0013 -0.0043
Si 1.2531 5.3995 22.5264 -0.0006 0.0033 -0.0058
Si -1.33 12.1878 29.8168 0.0017 -0.0005 0.0066
Si -0.5701 11.6294 23.9159 -0.0043 -0.0036 0
Si 8.2287 6.1249 27.7924 0.0011 -0.0004 0.0047
O -0.0761 0.9803 -1.3224 -0.0046 0.0009 -0.003
O 1.931 -3.1833 0.0257 0 -0.0019 -0.0024
O 4.9825 7.6054 -3.2748 -0.001 0.0007 -0.0016
O -1.2954 10.8859 -3.3449 0.0005 -0.0007 -0.0002
O 1.3854 4.0381 -0.6041 0.0008 -0.0011 0.0026
O -0.1488 6.1423 -1.3796 0.0014 -0.0012 -0.0029
O 2.8134 9.2236 -1.9035 0.0005 -0.0021 -0.0014
O -3.0602 18.1911 -5.3816 -0.0007 0.0033 -0.0031
O 2.8817 1.7895 -1.0822 -0.0045 -0.0012 -0.0061
O 5.3409 0.8167 -1.261 -0.002 0.0021 0.0026
O 6.8565 3.8974 -0.563 0.0077 0.0051 -0.0005
O 8.3309 1.6464 -1.2683 -0.0005 0.0003 -0.0036
O 5.1877 5.7927 -1.392 0.0008 -0.001 -0.0013
O 8.6747 7.818 -1.4348 0.0009 -0.0023 -0.0006
O 6.8475 9.5877 -0.5466 0.002 -0.0007 -0.0068
O 2.7574 2.8047 14.8708 0.0005 -0.0019 -0.0002
O 4.7797 6.3521 17.8771 -0.002 0.0002 -0.0001
O 6.3425 -1.9143 16.8662 -0.0001 -0.0005 0.0013
O -1.0336 0.6572 15.8483 -0.0037 0 0.0034
O 2.3229 6.9017 19.4116 -0.003 -0.0011 -0.0017
O -2.6878 9.85 18.4777 0.003 0.001 -0.0003
O 2.7577 7.9893 15.254 -0.0034 -0.0007 0.0046
O 4.5109 5.6288 15.4983 0.0019 -0.0013 0.0036
O 4.2389 10.9473 20.8353 -0.0018 -0.0019 0.0087
O 6.6742 4.6054 16.339 0.0033 -0.0012 0.0021
O 14.3301 4.666 19.2639 0.0001 -0.0052 -0.0001
O 15.6932 0.2509 23.3624 -0.001 -0.0007 0.0005
O 8.305 7.8682 15.5067 0.0023 0.0024 0.0013
O 11.6055 9.5283 16.1773 -0.0014 -0.0014 -0.0019
O 9.3155 11.4356 22.6674 0.0033 -0.0011 0.0022
O 4.7876 13.1843 19.3278 -0.0001 -0.0069 0.001
O 6.173 19.4216 19.5991 -0.001 -0.0033 0.0037
O 0.7931 5.3086 20.9814 0.0003 -0.0043 0.0066
O 4.0624 11.874 16.1159 -0.0016 0.0001 0.0011
O 0.7607 15.0444 15.9711 -0.0011 -0.001 0.0006
O 8.5925 11.8466 20.1708 -0.0015 0.0032 0.0027
O 13.7676 2.8137 17.6345 -0.0006 -0.0049 -0.0027
O 1.7596 19.2603 24.8334 0.001 -0.0009 0
O 3.1837 0.3576 18.4882 0.0012 -0.0012 0.004
O 3.9225 4.8644 24.91 -0.0011 -0.0005 -0.0006
O 6.1025 -4.7323 24.4938 0.0001 -0.0012 -0.0008
O 2.3134 5.9639 17.0415 0.0002 -0.0001 -0.0004
O 2.09 17.6758 22.6631 0.0006 0.0011 0.0001
O 0.4652 12.8388 23.685 0.001 0.0028 0.0002
O 2.6143 1.3255 22.4448 -0.0023 0.0013 0
O 1.9615 3.9754 22.8516 0.0015 -0.0019 0.0002
O 5.7861 0.0153 18.6492 -0.0022 0.0022 -0.0016
O 8.2538 2.7145 15.3486 0.0047 0.0028 -0.0032
O 10.5074 0.1217 18.2687 -0.0005 -0.0023 0.006
O 7.3162 -0.6625 14.7006 -0.002 0.0017 0.001
O 10.5563 6.4905 16.1193 0.0012 0 -0.0007
O 12.2917 11.9275 16.5939 0.0008 0.0005 -0.0001
O 7.3464 9.966 21.5507 0.0006 0.0007 0.0008
O 6.2892 7.6479 22.2095 -0.002 -0.0021 0.0006
O -1.2731 17.4266 28.4896 -0.0009 -0.0011 -0.0023
O 2.8789 9.4684 22.6358 -0.0006 -0.0017 -0.0002
O 11.2063 16.1685 18.4174 -0.0016 0.0005 0.0034
O 14.9428 -3.3632 23.9879 0.0006 -0.0003 -0.0007
O 8.3831 6.5038 23.3864 0 -0.0023 -0.0013
O 6.734 14.1499 28.5982 0.0008 -0.0003 0.0001
O 10.8372 16.4756 23.4931 -0.0001 -0.002 0.0009
O 8.36 7.7021 20.6632 -0.0026 -0.0002 0
O -0.8705 -1.1095 20.4698 0.0008 -0.0005 0.0018
O -6.0926 13.8849 26.6386 -0.003 -0.0018 -0.0081
O -0.7621 7.7867 24.8947 0.0003 0.0002 0.0013
O -0.0788 8.588 29.4107 0.0005 0.0017 -0.0006
O -5.0877 19.9161 26.7911 0.0031 0.0012 -0.0018
O 11.0461 21.1213 24.2704 0.0009 0.0015 -0.0024
O -3.0356 1.8824 26.9182 -0.001 -0.0037 -0.0023
O 10.7358 -3.4279 19.7206 -0.0018 0.0026 0.0014
O -1.4081 12.0106 25.2235 0.0038 0.0005 -0.001
O -9.5776 -0.2697 28.5604 -0.0021 -0.001 -0.0002
O -3.746 6.0896 28.9781 0.0014 -0.0003 -0.001
O 8.1198 10.0624 26.444 0.0023 0.0003 -0.0004
O 6.9056 1.5381 22.2707 -0.0005 0.0004 -0.0002
O 2.8541 2.5014 24.812 -0.0024 -0.0013 -0.001
O -0.0215 20.2097 26.8068 0.0008 -0.002 -0.0054
O 3.7557 11.2797 28.8908 -0.0009 -0.0045 -0.0012
O 7.1481 8.5462 24.5445 -0.0002 -0.0004 -0.0057
O 10.3657 7.9194 22.3226 0.0008 -0.0022 0.0045
O 6.8838 11.6073 24.7852 -0.002 -0.0014 -0.0023
O 4.367 13.7095 29.3035 0.0004 -0.0008 0.0001
O 3.2487 9.0724 27.6074 0.0007 -0.002 -0.0025
O 4.3024 6.9256 26.4349 0.0011 -0.0029 -0.0036
O 8.4382 4.6013 27.2081 0.0014 -0.0011 -0.0016
O 5.3547 13.6413 24.0669 0.0008 0.0007 -0.0017
O 4.8692 15.9554 28.212 -0.0003 -0.0005 -0.0017
O -1.458 13.5203 28.8436 0.0005 0.0006 -0.0018

Results
free energy: -134618.461 eV
free energy less fixed offsets of O -570.45, Si -639.56 eV per atom: 3.059 eV

The program warned: the cutoff lies below the one the program advises for these potential files; the forces do not sum to zero within the program's tolerance; empty levels may hold ghost states of the PAW files; the exchange-correlation potential is rough where the density is thin.
